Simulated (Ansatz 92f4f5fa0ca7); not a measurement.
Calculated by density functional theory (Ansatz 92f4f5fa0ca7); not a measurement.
Periodic cell of 222 atoms, Si131O89As2, from a study of silicon, its oxide and their interface. The atomic structure is a simulated model.
Doubt: the cutoff is far below the 930 eV that the study's wrapper takes by default for these files, so forces and energies are approximate.
This geometry differs little from another in the collection (a relaxation step or a small displacement).

Settings
functional: PBE
potential files: Ansatz PAW
basis: plane waves
wave-function cutoff: 580 eV
density cutoff ratio: 5
exchange-correlation grid ratio: 1
k mesh: 1 x 1 x 1, Gamma-centred
self-consistency stop: 5e-08 eV per atom in the density residual
occupations: fixed
spin: none
net charge: 0

Cell vectors (angstrom)
a 10.938 0 0
b 0 10.938 0
c 0 0 32.1988

Atoms: element, x, y, z (angstrom)
Si 10.4264 0.2936 24.7436
Si 5.7164 10.6618 24.7261
Si 2.4946 2.9137 24.6359
Si 8.325 2.6154 24.9225
Si 0.3147 5.2154 24.7519
As 4.994 5.8655 24.7964
As 2.9707 8.0306 24.2989
Si 7.9414 8.4183 24.7303
Si 1.2978 1.3282 25.9315
Si 6.8118 1.3004 26.1387
Si 4.0703 4.0303 26.0579
Si 9.6474 4.1181 26.1282
Si 1.474 6.8757 25.968
Si 6.827 6.8035 26.0682
Si 4.0926 9.4682 25.9674
Si 9.465 9.5827 26.1223
Si 2.708 -0.0392 27.2908
Si 8.1646 -0.0193 27.5431
Si 0.0288 2.6834 27.4449
Si 5.445 2.6968 27.4313
Si 2.7405 5.4705 27.4175
Si 8.2307 5.4709 27.4238
Si 0.0186 8.1965 27.3425
Si 5.4469 8.1758 27.4333
Si 4.0508 1.3276 28.7447
Si 9.5815 1.356 28.8271
Si 1.3702 4.091 28.7838
Si 6.8391 4.0892 28.7718
Si 4.098 6.8162 28.8035
Si 9.5917 6.8503 28.7642
Si 1.3674 9.5664 28.7341
Si 6.7926 9.5423 28.8372
Si 0.0171 -0.0184 30.1507
Si 5.4386 0.007 30.1547
Si 2.736 2.7264 30.1423
Si 8.2053 2.7344 30.1556
Si 0.0025 5.4675 30.1425
Si 5.4782 5.4581 30.1517
Si 2.7263 8.2073 30.1377
Si 8.2128 8.1934 30.1536
Si 1.3673 1.3673 31.515
Si 6.8362 1.3673 31.515
Si 4.1018 4.1018 31.515
Si 9.5708 4.1018 31.515
Si 1.3673 6.8362 31.515
Si 6.8362 6.8362 31.515
Si 4.1018 9.5708 31.515
Si 9.5708 9.5708 31.515
Si 2.7345 0 0.6835
Si 8.2035 0 0.6835
Si 0 2.7345 0.6835
Si 5.469 2.7345 0.6835
Si 2.7345 5.469 0.6835
Si 8.2035 5.469 0.6835
Si 0 8.2035 0.6835
Si 5.469 8.2035 0.6835
Si 4.1192 1.3638 2.0534
Si 9.5611 1.3633 2.051
Si 1.3646 4.1252 2.0347
Si 6.8461 4.0892 2.057
Si 4.1028 6.8311 2.0522
Si 9.5762 6.8394 2.0498
Si 1.378 9.5548 2.0489
Si 6.8254 9.5958 2.0475
Si -0.0086 -0.0245 3.3843
Si 5.4865 0.0188 3.4659
Si 2.7721 2.7904 3.3611
Si 8.188 2.7052 3.4468
Si 0.017 5.4857 3.43
Si 5.4806 5.4708 3.4041
Si 2.7638 8.2138 3.4419
Si 8.2045 8.2329 3.3756
Si 1.3851 1.4045 4.6253
Si 6.8392 1.36 4.9021
Si 4.1503 4.096 4.7972
Si 9.5694 4.0953 4.7568
Si 1.4061 6.8432 4.8143
Si 6.8187 6.9001 4.7214
Si 4.1275 9.5887 4.8392
Si 9.5511 9.5624 4.7822
Si 2.7402 0.1277 6.0491
Si 8.2016 -0.0489 6.256
Si 0.0201 2.6857 6.0368
Si 5.4685 2.7385 6.2841
Si 2.8093 5.4902 6.1708
Si 8.1674 5.4969 6.0298
Si 0.0047 8.2018 6.1478
Si 5.5194 8.2345 6.2229
Si 3.8263 1.5906 7.594
Si 9.8318 1.1531 7.4454
Si 1.6196 3.8171 7.3027
Si 6.6434 4.4344 7.4629
Si 4.3973 6.6472 7.5381
Si 9.3524 6.9687 7.3956
Si 1.1352 9.9365 7.2806
Si 7.1473 9.2464 7.6562
O 8.2953 8.104 7.9108
O 2.7047 2.7521 7.9438
O 9.4025 1.5191 24.3295
O 0.0234 0.0403 7.9503
O 5.518 5.524 8.0217
O 6.828 9.535 24.2086
O 1.4115 4.0925 24.1929
O 3.853 7.3995 8.9271
O 0.8066 4.4003 8.593
O 9.8017 6.1928 8.787
O 2.1217 9.406 8.4783
O 7.5096 3.949 8.7797
O 4.2559 0.95 9.0643
O 6.7092 9.5886 9.2047
O 9.1994 1.8704 8.789
O 7.5845 3.3908 23.6824
O 10.5273 5.8484 23.4254
O 5.1108 0.4424 23.3811
O 5.6857 5.2507 23.2239
O 3.1342 2.24 23.2674
O 1.9955 9.4567 23.5164
O 8.6485 7.7565 23.3998
O -0.3724 10.5185 23.2776
Si 4.4143 1.5946 22.4592
Si 3.4782 7.983 14.0062
Si 7.0972 1.0193 14.6471
Si 0.7223 9.5894 22.5073
Si 1.1707 4.3483 11.8661
Si 6.254 9.022 15.2905
Si 0.6616 1.4098 12.2803
Si 8.6073 5.023 20.515
Si 0.3173 5.7409 9.3465
Si 5.0805 3.1903 17.926
Si 0.8626 3.8142 16.7213
Si 10.3757 2.9392 19.1916
Si 5.2687 1.2165 10.3399
Si 0.8448 0.2783 19.7764
Si 6.6307 9.4957 10.8441
Si 9.3054 9.7565 18.2705
Si 9.3795 9.284 12.5314
Si 6.4993 3.9699 22.6147
Si 2.4352 8.0928 9.3646
Si 10.5731 7.435 17.0651
Si 2.492 6.357 16.561
Si 10.1618 4.5461 14.165
Si 6.1112 9.2528 18.485
Si 7.9613 2.5975 9.5622
Si 8.8646 2.1945 12.434
Si 5.3163 6.3169 18.0538
Si 3.903 0.6265 19.4479
Si 4.2649 3.8783 12.0338
Si 5.5287 6.6408 12.1239
Si 7.9863 2.583 17.1937
Si 4.3362 2.5301 14.9548
Si 1.5132 1.2684 15.2485
Si 1.5568 9.4541 12.0172
Si 8.036 6.9023 13.8439
Si 10.356 9.8839 15.4503
Si 9.8505 7.0437 22.5495
Si 8.0834 5.5593 17.4124
O 6.0358 7.9955 11.275
O 5.9898 9.2552 16.8671
O 7.6577 1.4236 13.1757
O 0.8778 1.7933 13.8492
O 9.4094 6.3213 16.8883
O 6.7434 6.2432 13.1268
O 5.1137 4.729 18.5896
O 9.208 2.2434 18.2396
O 2.3475 0.1768 19.0517
O 9.351 10.2763 16.6993
O 2.7778 4.4745 11.6885
O 5.0411 10.3932 19.0677
O 9.4092 3.2987 13.4685
O 0.4467 1.8679 19.9012
O 3.1282 1.4144 15.06
O 8.1212 5.4454 19.0292
O 3.8698 6.6635 17.3782
O 4.5553 3.3411 16.3684
O 9.055 5.727 14.2959
O 5.4834 2.7825 22.1475
O 10.647 4.2041 15.6637
O 0.3129 3.9657 18.25
O 10.392 10.6403 19.1107
O 9.6371 10.0662 13.9838
O 10.9784 8.1423 22.1269
O 1.1659 2.2271 16.515
O 9.7065 3.8183 20.3935
O 8.0979 4.1155 16.6682
O -0.0534 9.1375 11.8662
O 6.5626 2.482 17.9874
O 5.5691 10.7505 11.1844
O 7.7227 9.6632 18.8051
O 10.0116 1.0714 12.046
O 1.3008 6.9882 9.0466
O 0.6167 4.8105 13.335
O 5.6766 7.6966 18.9692
O 5.2254 5.1243 11.5054
O 2.7022 7.0507 15.1016
O 0.9002 2.7848 11.4493
O 0.8294 10.7428 15.5388
O 2.3976 8.6214 10.8947
O 4.6866 2.4686 11.2588
O 4.2315 3.5537 13.6633
O 2.1804 4.7486 16.4565
O 10.6876 8.3 15.6741
O 6.9237 10.3504 14.6529
O 2.3266 9.0022 13.4019
O 8.009 1.6036 15.8819
O 4.111 7.0365 12.8379
O 4.1567 2.0865 18.7169
O 7.2969 4.4885 21.3044
O 8.4012 2.9698 11.0814
O 1.1623 6.9291 17.3446
O 5.6245 1.6169 14.7441
O 8.12 9.7994 11.5543
O 9.2351 6.3496 21.2184
O 8.9386 7.7562 12.8179
O 1.6329 0.1613 11.8577
O 6.6256 6.2326 17.0552
O 7.3868 7.8609 15.0117
O 1.1005 10.402 21.1557
O 10.0203 8.2883 18.333
O 3.9579 0.8983 21.0643
O 0.3259 5.3718 10.916
O 6.6852 1.6034 9.6288
O 4.7706 8.7647 14.6418

Results
free energy: -143605.881 eV
free energy less fixed offsets of As -4856.12, O -568.88, Si -635.61 eV per atom: 1.589 eV

Forces (eV/angstrom), in the order of the atoms: element, x, y, z
Si -0.0014 -0.0103 -0.031
Si -0.0009 0.0022 0.0003
Si -0.0098 -0.0115 -0.0134
Si -0.0093 0.0116 -0.1132
Si -0.0002 0.0031 -0.0122
As 0.0189 -0.007 0.0141
As -0.0225 0.0382 -0.0203
Si 0.0039 0.0051 -0.0135
Si -0.0001 -0.0037 -0.0045
Si -0.0035 0.0047 0.0005
Si 0.0026 0.0181 0.0085
Si -0.003 0.0008 -0.0043
Si -0.0042 0.0092 0.0042
Si -0.0136 -0.0013 0.0017
Si -0.0098 0.0159 0.0051
Si 0.0058 -0.0086 -0.0039
Si 0.0143 -0.0048 -0.0034
Si -0.0008 -0.001 0.0004
Si 0.0139 0.0005 -0.0041
Si 0.0064 0.0047 -0.0024
Si 0.0008 -0.0034 -0.0055
Si -0.0117 -0.0027 -0.0043
Si 0.0039 -0.0051 -0.0014
Si 0.014 -0.0018 -0.004
Si -0.0122 -0.0021 -0.0025
Si -0.0005 0.0001 0.0092
Si -0.0077 0.0058 0.0078
Si 0.0005 -0.0015 0.0016
Si 0.0023 -0.0058 0.0045
Si 0.0016 0.0077 -0.0025
Si 0.0021 -0.0022 -0.0014
Si -0.0153 0.0018 0.0059
Si 0.0012 -0.0011 -0.0001
Si 0.0068 -0.0012 0.0009
Si 0.0093 -0.0009 -0.001
Si -0.002 0.002 0.0005
Si -0.0005 -0.0086 -0.0004
Si -0.0001 0.0016 -0.0022
Si -0.0035 0.0034 -0.0008
Si 0.002 -0.0031 -0.0018
Si 0.0172 -0.0241 0.0155
Si -0.0569 0.0309 -0.0598
Si 0.0566 -0.1193 -0.0135
Si -0.0085 0.0767 -0.0131
Si 0.0019 0.0461 -0.0879
Si 0.0898 -0.0903 0.0454
Si -0.1746 -0.0492 0.0274
Si 0.0451 -0.0109 0.0378
Si 0.0498 -0.0186 0.0986
Si -0.0591 0.0626 -0.1041
Si -0.0612 0.0009 0.0569
Si 0.0869 -0.0252 0.0095
Si -0.0393 0.1762 -0.1515
Si 0.0606 -0.0753 0.0948
Si 0.0576 -0.1013 -0.0335
Si -0.0339 0.0543 0.0444
Si -0.0015 0.0018 0.0007
Si 0.0001 0.0007 -0.0009
Si 0.0012 -0.0005 0.0013
Si -0.0014 0.0016 -0.0002
Si -0.0025 0.0014 -0.0008
Si -0.0006 0.0002 0.0011
Si -0.0023 0.0019 0.0007
Si 0.0003 -0.0006 0.0004
Si -0.0034 -0.0045 -0.0035
Si 0.0017 -0.0011 0.0024
Si 0.0033 0.0055 -0.0058
Si -0.0003 -0.0022 0.0019
Si 0.0006 -0.0002 0.0014
Si -0.0004 -0.0021 -0.0008
Si 0.0035 0.0004 0.0033
Si -0.0002 0.0016 -0.0034
Si -0.0014 -0.0005 0.0067
Si -0.0008 0.0011 -0.0034
Si -0.001 -0.0004 0.0013
Si -0.0002 0.001 -0.0004
Si -0.0014 -0.001 -0.0021
Si -0.0011 0.0007 0.0037
Si -0.002 -0.0015 -0.0031
Si 0.0024 0.0017 0.0017
Si -0.0004 -0.0001 0.0004
Si 0.0012 -0.0009 0.0037
Si 0.0008 0.0004 0.0003
Si 0.0004 0.0022 0.0025
Si 0.0005 -0.0019 0.0024
Si -0.0001 0.0006 -0.0002
Si -0.0014 0.0019 0.0021
Si 0.0007 -0.0006 0.0001
Si -0.0002 0.0017 -0.0014
Si -0.0008 0.0007 -0.0022
Si 0.0007 0.0005 -0.0023
Si -0.002 -0.001 -0.0041
Si 0.0008 -0.0005 -0.0044
Si -0.0004 -0.0011 -0.0032
Si 0.0004 0 -0.0018
Si -0.0003 -0.0001 -0.0051
O 0.0044 0.0043 0.0011
O 0.001 0.0028 0.0004
O -0.0415 0.0563 0.0549
O -0.0024 -0.0031 0.0003
O -0.0021 -0.0011 0.0028
O -0.0014 -0.0025 0.0017
O 0.0025 0.0046 0.0052
O -0.0004 0.0008 0.0011
O -0.0007 0.0008 0.0016
O 0.001 -0.0004 0.0016
O 0.0001 -0.0001 0.0005
O 0.0012 -0.0003 0.0022
O 0.0006 -0.0005 0.0013
O -0.0002 0.0004 0.0024
O -0.0005 0.0006 0.0009
O -0.0113 -0.0194 0.031
O -0.0034 0.0094 -0.0027
O -0.0019 -0.0015 -0.0027
O 0.0407 -0.0737 -0.0429
O 0 0.0031 0.0047
O -0.1202 -0.0456 -0.0826
O -0.004 0.0005 0.0066
O 0.0988 -0.0639 -0.0363
Si -0.0017 0.0025 0.0007
Si -0.0001 0.0002 0.0008
Si 0.0001 0.0001 0.0007
Si 0.0167 -0.007 0.1044
Si -0.0004 0.0003 -0.0001
Si -0.0005 0.0006 0.0017
Si 0.0001 0.0003 -0.0001
Si -0.0032 0.0012 0.0132
Si -0.0006 -0.0003 -0.0016
Si -0.0005 0.0001 0.0002
Si -0.0004 0.0012 0.0014
Si -0.0009 0.0014 0.0014
Si -0.0005 0.0003 -0.0013
Si -0.0032 0.0027 -0.0066
Si -0.0008 0.0004 -0.0011
Si -0.0009 0.0007 0.0015
Si 0 0.0006 0.0007
Si -0.0198 0.0083 0.0393
Si -0.0003 0.0002 -0.001
Si 0.0008 0.0012 0.002
Si -0.0007 0.0006 0.0016
Si 0 0.0005 0.0004
Si 0.001 0.0008 0.0015
Si 0 0.0004 -0.0016
Si -0.0005 0.0004 -0.0002
Si -0.0014 0.0011 0.0007
Si 0.0014 -0.0002 0.0001
Si -0.0001 0.0001 0.0002
Si -0.0001 0.0004 0.0002
Si -0.0002 -0.0005 0.0016
Si -0.0001 0.0001 0.0008
Si -0.0004 0 0.0008
Si 0.0001 0.0006 0.0001
Si -0.0004 0.0007 0.0006
Si -0.0006 0 0.0016
Si 0.0023 -0.0103 0.0043
Si 0.0003 0.0009 -0.0007
O -0.0001 0.0001 0.0002
O 0 0.0005 -0.0015
O -0.0001 0.0003 0.0001
O 0 0.0004 0.0001
O -0.0009 -0.0003 0
O 0.0001 0.0003 0.0002
O 0.0001 0.0002 0
O -0.0002 0.0012 0
O -0.0024 -0.0003 0.0018
O 0.0005 -0.0004 -0.0007
O 0.0001 0.0003 0.0001
O -0.0005 0.0006 0.0001
O 0 0.0004 -0.0001
O 0 -0.0005 0.0017
O 0.0002 0.0007 -0.0002
O 0.0009 0.0004 0.009
O 0.0002 -0.0001 -0.0002
O -0.0001 0.0003 -0.0002
O -0.0002 0.0003 -0.0001
O 0.0376 0.0458 0.021
O 0.0003 0.0003 0.0004
O -0.0004 -0.0009 -0.0003
O 0.0031 0.0003 0.0012
O -0.0001 0.0003 -0.0004
O 0.0326 0.0755 0.0358
O -0.0001 0.0003 -0.0004
O -0.0084 0.011 0.003
O 0.0001 0.0007 0
O -0.0003 0.0004 0
O 0.0001 0.0004 -0.0005
O 0.0001 0.0002 0.0003
O 0.0001 0.0002 -0.0005
O -0.0003 0.0002 0.0002
O -0.0001 0.0004 0.0009
O -0.0004 0.0003 0
O 0.0002 -0.001 -0.0001
O -0.0002 0.0003 0.0002
O 0 0.0005 -0.0003
O -0.0002 0.0006 0.0004
O 0.0002 0.0007 -0.0005
O 0 0.0004 0.0004
O -0.0002 0.0008 0.0005
O -0.0001 0.0003 0.0001
O -0.0004 0.0001 -0.0002
O -0.0004 0.0005 -0.0006
O -0.0003 0.0004 -0.0003
O -0.0002 0.0003 -0.0001
O -0.0002 0.0005 0
O -0.0002 0.0006 -0.0001
O 0.0001 0.0007 0.0003
O 0.0091 0.0061 0.0006
O 0 -0.0001 0.0008
O 0.0002 0.0005 -0.0005
O -0.0005 0.0006 0.0001
O 0.0002 0.0005 0.0002
O -0.0052 -0.0166 -0.0028
O -0.0002 0.0002 0
O -0.0002 0.0002 0.0003
O 0.0005 0.0001 0.0002
O -0.0002 0.0001 -0.0004
O -0.0042 -0.0053 0.0215
O 0 0.0003 0.0001
O -0.001 -0.0012 0.0005
O 0.0003 0 0.0007
O -0.0001 0.0004 0.0009
O -0.0002 0.0003 -0.0004

The program warned: the cutoff lies below the one the program advises for these potential files; the forces do not sum to zero within the program's tolerance; the exchange-correlation potential is rough where the density is thin.
